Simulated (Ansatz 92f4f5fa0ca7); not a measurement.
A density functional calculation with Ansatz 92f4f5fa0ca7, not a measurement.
Periodic cell of 224 atoms, Si128O64H32, with a vacuum gap, from a study of silicon, its oxide and their interface. The atomic structure is a simulated model.

Settings
functional: r2SCAN
potential files: Ansatz PAW
basis: plane waves
wave-function cutoff: 800 eV
density cutoff ratio: 5
exchange-correlation grid ratio: 1
k mesh: 1 x 1 x 1, shifted by 0.5 0.5 0 of a step
self-consistency stop: 1e-11 eV per atom in the density residual
occupations: fixed
spin: none
net charge: 0
applied field: sawtooth along c, amplitude -0.015 V/angstrom in the program's sign convention, ramp centred at 0.9877 of c and 0.0247 of c wide, no dipole correction

Cell vectors (angstrom)
a, 10.887, 0, 0
b, 0, 10.887, 0
c, 0, 0, 40.4973

Atoms and the computed forces on them: element, x, y, z (angstrom), force x, y, z (eV/angstrom)
Si, -0.5685, 0.1616, 25.3907, -0.0076, -0.0004, -0.0092
Si, 3.061, 2.3214, 25.348, 0.0073, -0.0058, -0.0127
Si, -0.1895, 5.7572, 25.5648, 0.0026, -0.0019, -0.0125
Si, 3.053, 8.0126, 25.5429, 0.0019, 0.0076, -0.0059
Si, 5.2339, -0.0578, 25.6772, -0.0016, 0.0005, -0.0074
Si, 8.3596, 2.6231, 25.6633, -0.0044, 0.0025, -0.0111
Si, 5.0628, 5.5675, 25.1612, -0.0022, -0.0005, -0.0151
Si, 8.4125, 7.9344, 25.6287, -0.0033, 0.0007, -0.0098
Si, 1.2959, 1.2267, 26.5163, 0.0034, 0.0033, 0
Si, 4.0398, 4.0355, 26.6424, -0.0041, -0.0015, 0.0042
Si, 1.3952, 6.8991, 26.7986, -0.0026, -0.0019, -0.0063
Si, 4.1157, 9.3964, 27.0825, 0.0012, 0.0012, -0.0103
Si, 6.823, 1.2863, 26.8039, -0.0014, -0.003, -0.0096
Si, 9.5937, 4.1342, 26.8959, 0.0003, -0.001, -0.0074
Si, 6.7379, 6.6541, 26.6137, 0.008, 0.0069, 0
Si, 9.4821, 9.5122, 26.9647, -0.0039, -0.001, 0.0021
Si, 0.0802, 2.6471, 28.0712, -0.0073, 0.0047, -0.01
Si, 2.6231, -0.0231, 28.1198, 0.006, -0.011, -0.0156
Si, 0.0508, 8.2053, 28.2228, 0.0042, 0.0024, -0.0154
Si, 2.7276, 5.4101, 28.0774, -0.0044, 0.0064, -0.0108
Si, 5.4182, 2.711, 28.0722, 0.0116, -0.0053, -0.0106
Si, 8.124, -0.0191, 28.2598, -0.0031, 0.0021, -0.0123
Si, 5.5453, 8.0041, 28.2129, -0.0063, 0.0081, -0.0156
Si, 8.1081, 5.4332, 28.139, 0.0035, -0.0082, -0.0121
Si, 1.3857, 4.0434, 29.4545, 0.0053, -0.0102, 0.0045
Si, 4.0285, 1.3677, 29.4317, -0.0098, 0.007, 0.0041
Si, 1.3628, 9.5447, 29.582, -0.0075, 0.0043, 0.0073
Si, 4.0964, 6.7117, 29.5109, 0.0102, -0.0027, 0.0025
Si, 6.7771, 4.0427, 29.4856, -0.0108, 0.0121, 0.005
Si, 9.5595, 1.3576, 29.4982, 0.0076, -0.0123, 0.0065
Si, 6.8018, 9.4655, 29.57, 0.0086, -0.012, 0.006
Si, 9.4992, 6.8156, 29.4762, -0.0156, 0.0079, 0.0128
Si, -0.0087, 0.0048, 30.9074, -0.0123, 0.0082, 0.0111
Si, 2.7308, 2.7245, 30.8553, 0.0158, -0.0081, 0.0223
Si, -0.0146, 5.4164, 30.7921, -0.0033, 0.0045, 0.0361
Si, 2.7436, 8.135, 30.8506, 0.0053, -0.0032, 0.0203
Si, 5.3887, -0.0104, 30.8138, 0.0131, -0.0109, 0.0244
Si, 8.1633, 2.7082, 30.8368, -0.0016, -0.0025, 0.0179
Si, 5.4457, 5.3876, 30.891, 0.0087, -0.0033, 0.0141
Si, 8.1984, 8.159, 30.9077, -0.0039, 0.0116, 0.012
Si, 1.3625, 1.3775, 32.2225, -0.0094, -0.005, 0.1616
Si, 4.0764, 4.0569, 32.2509, 0.0095, 0.0211, 0.17
Si, 1.3414, 6.7845, 32.179, 0.0086, 0.013, 0.2014
Si, 4.0666, 9.5286, 32.2043, -0.0197, -0.0076, 0.1858
Si, 6.7793, 1.3405, 32.181, 0.0149, 0.0209, 0.1885
Si, 9.5138, 4.0882, 32.1802, -0.0189, -0.0218, 0.1925
Si, 6.8096, 6.791, 32.2186, -0.0264, -0.0224, 0.1534
Si, 9.5322, 9.5292, 32.2673, -0.009, -0.0154, 0.1715
Si, -0.0283, 2.7322, 33.5445, 0.1023, 0.0154, 0.338
Si, 2.7249, 0.0125, 33.5717, -0.1009, -0.0656, 0.2794
Si, 0.0165, 8.1512, 33.5871, -0.0495, 0.0588, 0.2322
Si, 2.7003, 5.4506, 33.5644, 0.0345, -0.1171, 0.2596
Si, 5.4459, 2.6983, 33.5882, -0.0342, 0.0186, 0.232
Si, 8.1368, 0.0067, 33.5745, 0.0124, -0.0596, 0.2971
Si, 5.4459, 8.1859, 33.5407, 0.0055, -0.1121, 0.3515
Si, 8.1816, 5.4437, 33.567, -0.1215, 0.0134, 0.2975
Si, 1.3252, 4.0784, 6.9068, 0.0003, -0.1183, -0.3998
Si, 4.0883, 1.3447, 6.9724, -0.0356, 0.0722, -0.1601
Si, 1.3657, 9.5506, 6.9304, 0.0046, 0.1288, -0.3424
Si, 4.0737, 6.8502, 6.8945, 0.1486, 0.0721, -0.3689
Si, 6.8079, 4.0979, 6.9211, -0.0235, 0.1336, -0.3287
Si, 9.4822, 1.4017, 6.9221, 0.0448, -0.04, -0.2725
Si, 6.7864, 9.5277, 6.9358, 0.0443, -0.0108, -0.2902
Si, 9.5276, 6.8001, 6.9569, -0.0382, 0.0122, -0.2037
Si, -0.0363, 0.0315, 8.2439, 0.0088, 0.0138, -0.172
Si, 2.686, 2.7386, 8.2675, 0.0199, -0.0049, -0.1544
Si, -0.0024, 5.4178, 8.3049, -0.0126, 0.0082, -0.1789
Si, 2.7624, 8.2282, 8.2841, -0.0017, 0.0013, -0.1907
Si, 5.4745, -0.0041, 8.3431, 0.0201, 0.0307, -0.1859
Si, 8.1351, 2.7575, 8.3209, 0.0009, -0.0253, -0.199
Si, 5.4484, 5.5012, 8.2321, 0.0083, 0.0062, -0.1835
Si, 8.1293, 8.1605, 8.2916, 0.0089, 0.001, -0.161
Si, 1.3062, 1.3818, 9.6225, -0.0098, 0.0071, -0.0148
Si, 4.068, 4.1597, 9.5348, -0.0141, -0.0013, -0.0172
Si, 1.4137, 6.8124, 9.5591, 0.0019, -0.0046, -0.0236
Si, 4.1338, 9.5356, 9.7273, -0.0124, -0.0014, -0.0354
Si, 6.7919, 1.4049, 9.7119, -0.0115, 0.0051, -0.019
Si, 9.4802, 4.1086, 9.7055, 0.0095, 0.0053, -0.0284
Si, 6.766, 6.8185, 9.6883, -0.0041, -0.0031, -0.0214
Si, 9.4748, 9.5715, 9.5841, 0.0088, -0.0021, -0.0057
Si, -0.0382, 2.7315, 11.0292, 0.0098, -0.0137, -0.0143
Si, 2.7131, 0.0632, 10.9575, -0.0114, 0.0095, -0.0183
Si, -0.0318, 8.1398, 10.7923, -0.0081, 0.0153, -0.0042
Si, 2.8359, 5.5496, 10.9489, 0.0022, -0.0109, -0.008
Si, 5.3253, 2.8259, 10.9447, -0.0054, 0.007, -0.0058
Si, 8.2089, 0.0434, 11.053, 0.0172, -0.0041, -0.0137
Si, 5.4876, 8.1649, 11.1578, 0.0048, -0.0095, -0.0124
Si, 8.0834, 5.4566, 11.0851, -0.0055, 0.0101, -0.0064
Si, 1.3498, 4.2427, 12.1476, -0.0016, 0.013, 0.0142
Si, 3.8624, 1.5989, 12.3295, 0.0106, 0.0013, 0.0163
Si, 1.3943, 9.4093, 12.0939, 0.0009, -0.0063, 0.0188
Si, 4.1736, 6.7605, 12.5735, -0.0113, 0.0003, 0.0129
Si, 6.6821, 4.054, 12.4213, 0.0012, -0.0123, 0.018
Si, 9.6199, 1.3384, 12.5125, -0.0081, -0.002, 0.0152
Si, 6.8137, 9.6286, 12.4711, -0.0042, 0.0113, 0.0138
Si, 9.4841, 6.9365, 12.268, 0.0085, 0.0026, 0.0062
Si, 0.1537, -0.2926, 13.6122, -0.0017, -0.0035, -0.0205
Si, 2.6286, 3.2122, 13.7789, 0.0024, 0.0041, -0.0353
Si, 0.1901, 5.7538, 13.4573, 0.0034, 0.0024, -0.0213
Si, 2.4184, 7.9149, 13.6035, -0.0024, 0.0027, -0.0178
Si, 5.3933, 0.3472, 13.5136, 0.0011, 0.0032, -0.0111
Si, 7.7648, 2.3642, 13.6178, 0, -0.0009, -0.0171
Si, 5.192, 5.0808, 14.0196, -0.0043, -0.0067, -0.0392
Si, 8.6138, 8.6036, 13.672, 0.0024, 0.0023, -0.0351
Si, 19.4179, -7.7809, 16.5142, 0.0024, 0.0036, -0.0245
Si, -21.4471, 14.7709, 20.1124, 0.0021, 0.0044, -0.0394
Si, -15.266, 5.5263, 16.997, 0.0044, -0.0016, -0.0379
Si, -8.0613, 21.177, 15.2472, -0.0015, -0.0063, -0.0472
Si, -25.5383, 22.0966, 17.2779, 0.0059, 0.0057, -0.0379
Si, -4.8724, -22.5542, 19.6723, 0, 0.0032, -0.043
Si, -2.5771, 3.8359, 22.9092, 0.0049, -0.0022, -0.0293
Si, 5.3784, 7.8084, 21.107, 0.0025, -0.001, -0.0332
Si, -10.4675, 21.4146, 20.1853, 0.0018, -0.0013, -0.029
Si, -6.5028, 5.6552, 19.4193, -0.0011, -0.0027, -0.0402
Si, -11.2003, 8.2524, 18.4689, -0.0064, -0.0039, -0.0402
Si, -8.2665, -9.0933, 19.8667, 0.0019, -0.0024, -0.0388
Si, -16.0237, -27.5536, 22.0719, -0.0007, 0.0036, -0.0451
Si, 4.2016, 33.012, 17.7599, -0.0045, -0.0039, -0.0449
Si, 12.3003, 5.788, 18.1963, -0.0004, -0.0027, -0.0349
Si, 10.3681, 8.1438, 21.3701, 0.0049, -0.0008, -0.0369
Si, -17.7888, -1.2535, 23.3129, 0.0043, -0.0016, -0.0338
Si, 6.6495, 0.9384, 21.9046, -0.0023, -0.0018, -0.0352
Si, 10.7996, -5.4758, 22.692, 0.0031, -0.0007, -0.0315
Si, 3.9014, 1.6801, 22.6315, 0.0045, -0.0008, -0.0398
Si, 19.5582, 9.7449, 23.2767, -0.0072, 0.0012, -0.0339
Si, 22.2447, 14.8944, 15.842, -0.0041, -0.0031, -0.0448
Si, -2.8657, 8.2363, 16.5673, -0.0048, -0.0023, -0.0459
Si, 9.2157, -8.9393, 20.9569, 0.0061, -0.0016, -0.0346
O, -10.8119, -11.9571, 18.7541, 0.0019, 0.0059, 0.0157
O, 0.2755, 5.1733, 19.1682, -0.0043, -0.0073, 0.0228
O, -3.2654, 12.5781, 20.8308, -0.0008, -0.0013, 0.0147
O, 3.4679, -8.698, 21.1701, 0.007, -0.0004, 0.0277
O, -2.6372, -29.504, 14.9361, 0.0039, 0.0041, 0.0375
O, 7.2255, -0.1246, 18.8373, -0.0064, -0.0039, 0.0247
O, -16.2223, 12.676, 22.7783, -0.0067, 0.0006, 0.0115
O, 4.7555, -6.0988, 20.791, 0.0089, -0.0014, 0.028
O, -15.1735, 23.0734, 14.1421, 0.0007, 0.0031, 0.0164
O, 20.3369, -2.6837, 17.3172, 0.0109, 0.0009, 0.0266
O, -7.2709, 1.6101, 18.6004, -0.0086, 0.0054, 0.0242
O, -3.8497, -6.7475, 21.9605, 0.0006, -0.0007, 0.0167
O, 0.9878, 7.356, 18.0335, -0.0017, 0.0029, 0.0161
O, -6.9763, 4.0888, 14.329, 0.0014, 0.0024, 0.0092
O, 9.4399, 1.5168, 25.1565, 0.0041, -0.0037, 0.01
O, 7.7642, -7.4285, 24.3832, -0.0007, -0.0045, 0.0214
O, -1.8378, 19.6683, 22.0448, -0.0059, 0.0072, 0.017
O, 22.3661, -12.4509, 21.2549, 0, -0.004, 0.0181
O, -1.6183, -8.288, 22.4504, -0.0044, 0.0063, 0.0171
O, -25.0116, 0.0423, 22.8268, 0.0088, -0.0084, 0.0171
O, -19.0256, 8.6882, 15.0155, 0.0029, 0.0061, 0.0189
O, -27.3787, -0.8946, 24.2531, 0.0048, 0.0037, 0.0186
O, 1.8114, 0.4171, 20.0781, -0.0022, -0.0006, 0.0081
O, -23.0857, -4.0073, 25.1218, -0.0014, 0.0005, 0.0073
O, 10.1616, -7.6324, 16.6795, -0.0013, -0.0003, 0.0215
O, -16.1239, -10.7794, 20.9604, 0.003, 0.0089, 0.0263
O, -14.6864, 7.0502, 17.1909, 0, -0.0014, 0.0058
O, 3.0992, -8.2818, 23.7213, -0.0079, 0.0046, 0.0297
O, -6.8644, 6.8131, 24.9973, 0.0015, -0.0041, 0.0078
O, -1.0882, -7.794, 19.9673, -0.0029, -0.0031, 0.0077
O, 5.8247, 16.3159, 15.503, 0.0068, 0.0042, 0.0264
O, 10.5552, 15.8041, 14.7591, 0.0008, -0.0065, 0.0215
O, 0.5239, 5.2034, 24.1816, -0.0007, 0.0018, 0.0249
O, 12.2236, -16.7945, 16.8003, 0.0053, 0.0099, 0.0234
O, 24.6524, 16.3962, 18.8403, 0.0089, 0.0007, 0.015
O, 1.564, 24.8153, 15.0619, -0.0038, -0.0004, 0.0191
O, 13.9094, 10.7073, 16.7931, 0.0086, 0.0057, 0.027
O, 7.6624, 15.2397, 17.1435, -0.0036, 0.0044, 0.0141
O, 2.8041, 19.8137, 24.1956, -0.0048, -0.0088, 0.0187
O, -0.8168, 10.3062, 23.9297, 0.0112, 0.0061, 0.026
O, -4.7007, 17.5475, 21.8958, 0.0005, -0.0068, 0.0182
O, 25.1723, 0.1438, 22.7672, 0.0005, -0.0028, 0.0087
O, 17.3421, 30.4661, 20.2857, -0.0032, -0.0063, 0.0195
O, 5.2229, 4.987, 23.6214, -0.003, 0.0034, 0.041
O, -0.7775, -10.2662, 20.719, -0.0044, 0.004, 0.0099
O, -6.2153, -0.8458, 18.7631, 0.0079, -0.0049, 0.0127
O, 11.0158, 6.9303, 22.2015, -0.0007, -0.0082, 0.0169
O, 11.46, -6.5193, 21.6459, -0.0032, 0.0073, 0.0246
O, -2.994, 8.8165, 24.3538, 0.0004, -0.0063, 0.0192
O, 8.1573, 18.6941, 15.0148, -0.0036, 0.0002, 0.0233
O, -17.5155, 10.7072, 14.5819, -0.0065, -0.0075, 0.0185
O, -5.3105, 0.7782, 16.9839, -0.0024, -0.0022, 0.0112
O, -31.368, 6.8171, 14.0348, -0.0004, 0.0011, 0.0094
O, -16.3473, 5.323, 18.2066, -0.0151, 0.0018, 0.0247
O, -17.3301, 7.1784, 19.9508, 0.004, 0.0058, 0.0152
O, -9.3475, 13.8425, 19.6002, -0.0017, -0.0005, 0.0067
O, -1.0627, 9.6207, 14.1859, -0.006, -0.006, 0.0035
O, 4.4633, 19.5425, 22.1269, -0.0061, 0.0073, 0.0185
O, 12.2798, -10.8481, 14.7055, 0.0024, 0.0044, 0.0192
O, 4.1668, 12.0217, 25.4148, -0.0038, 0.0029, 0.0058
O, 20.0911, 16.0569, 22.832, -0.001, -0.0005, 0.0133
O, 18.3509, 20.6771, 16.5208, -0.0021, 0.0051, 0.0084
O, 20.8586, -14.0948, 19.8676, -0.001, 0.0001, 0.0249
O, -24.5762, 1.6119, 17.0383, -0.0051, -0.01, 0.0222
H, -0.8639, 1.9245, 34.4769, 0.3117, 0.2781, -0.2765
H, 0.7958, 3.5518, 34.4769, -0.3324, -0.2668, -0.2449
H, 3.5561, 0.8248, 34.5042, -0.3096, -0.3404, -0.2797
H, 1.9, -0.8061, 34.5042, 0.279, 0.3045, -0.258
H, -0.8127, 7.3369, 34.5195, 0.3415, 0.2835, -0.2542
H, 0.8231, 8.9878, 34.5195, -0.1974, -0.3693, -0.2725
H, 1.8776, 4.6296, 34.4968, 0.2901, 0.3122, -0.2401
H, 3.5143, 6.2801, 34.4968, -0.2836, -0.2488, -0.2725
H, 6.2564, 3.5312, 34.5207, -0.2207, -0.3035, -0.2821
H, 4.6229, 1.8778, 34.5207, 0.3853, 0.2886, -0.2415
H, 8.9436, 0.8432, 34.507, -0.3208, -0.2587, -0.2645
H, 7.3197, -0.8198, 34.507, 0.3179, 0.3613, -0.2363
H, 4.6131, 7.3752, 34.4732, 0.2749, 0.2696, -0.2525
H, 6.2673, 9.0081, 34.4732, -0.3216, -0.3553, -0.264
H, 7.3514, 4.6304, 34.4995, 0.3209, 0.2273, -0.2634
H, 9.0003, 6.2686, 34.4995, -0.2951, -0.3274, -0.275
H, 2.1479, 4.8993, 5.9743, -0.2786, -0.1897, 0.3015
H, 0.5012, 3.2588, 5.9743, 0.3502, 0.3278, 0.2403
H, 3.257, 0.5325, 6.0399, 0.378, 0.2714, 0.2803
H, 4.9113, 2.1653, 6.0399, -0.246, -0.2891, 0.2929
H, 2.1906, 10.3693, 5.9979, -0.3872, -0.2935, 0.2155
H, 0.5591, 8.7139, 5.9979, 0.3031, 0.2236, 0.284
H, 4.9065, 7.6608, 5.9621, -0.3866, -0.3317, 0.1966
H, 3.2597, 6.0206, 5.9621, 0.1827, 0.2711, 0.316
H, 7.6381, 4.9112, 5.9887, -0.2719, -0.3678, 0.2325
H, 5.9974, 3.265, 5.9887, 0.2402, 0.2928, 0.2718
H, 8.6754, 0.5652, 5.9897, 0.209, 0.346, 0.2779
H, 10.3179, 2.2094, 5.9897, -0.3957, -0.2549, 0.2718
H, 5.965, 8.7055, 6.0034, 0.2676, 0.3943, 0.2881
H, 7.6034, 10.3542, 6.0034, -0.2417, -0.3127, 0.2833
H, 10.3569, 7.6144, 6.0245, -0.2821, -0.252, 0.2955
H, 8.709, 5.9751, 6.0245, 0.3176, 0.3077, 0.2685

Results
free energy: -118873.482 eV
free energy less fixed offsets of H -15.71, O -570.45, Si -639.56 eV per atom: 1.718 eV

The program warned: the cutoff lies below the one the program advises for these potential files; the forces do not sum to zero within the program's tolerance; empty levels may hold ghost states of the PAW files; the exchange-correlation potential is rough where the density is thin.
